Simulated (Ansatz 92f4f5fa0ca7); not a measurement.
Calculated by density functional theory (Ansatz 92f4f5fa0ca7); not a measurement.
Periodic cell of 223 atoms, Si132O89H2, from a study of silicon, its oxide and their interface. The atomic structure is a simulated model.
Doubt: the cutoff is far below the 930 eV that the study's wrapper takes by default for these files, so forces and energies are approximate.

Settings: functional PBE; potential files Ansatz PAW; basis plane waves; wave-function cutoff 580 eV; density cutoff ratio 5; exchange-correlation grid ratio 1; k mesh 1 x 1 x 1, Gamma-centred; self-consistency stop 5e-08 eV per atom in the density residual; occupations fixed; spin none; net charge 0.

Cell vectors (angstrom)
a, 10.938, 0, 0
b, 0, 10.938, 0
c, 0, 0, 32.5

Atoms and the computed forces on them: element, x, y, z (angstrom), force x, y, z (eV/angstrom)
Si, -0.2994, 0.2143, 25.0593, -0.0017, 0.0005, -0.0129
Si, 5.6962, -0.2603, 24.9691, 0.0068, 0.0011, -0.0002
Si, 2.4096, 2.949, 25.1147, -0.0017, 0.0099, -0.0168
Si, 8.3636, 2.3934, 25.0289, 0.0037, -0.004, 0.007
Si, 0.171, 5.152, 25.081, 0.0075, -0.002, -0.0078
Si, 5.1043, 5.606, 25.0105, -0.0091, 0.0053, -0.0005
Si, 2.9203, 7.8881, 25.0031, 0.0035, -0.0058, -0.0032
Si, 7.8951, 8.3964, 24.9663, -0.0011, 0.0027, 0.0001
Si, 1.2822, 1.345, 26.3954, -0.0029, 0.0034, 0.0073
Si, 6.8096, 1.2806, 26.3766, 0.0081, -0.0087, 0.0014
Si, 4.0133, 4.0837, 26.4108, -0.0057, 0.0073, 0.004
Si, 9.5058, 4.0191, 26.3531, 0.0038, -0.0067, 0.0041
Si, 1.3335, 6.7798, 26.3486, 0.0083, -0.008, 0.005
Si, 6.7552, 6.7924, 26.2788, -0.0069, 0.0079, 0.0019
Si, 4.0793, 9.5251, 26.2798, 0.0076, -0.0064, 0.0025
Si, 9.4924, 9.5315, 26.3211, -0.008, 0.0073, 0.0039
Si, 2.7374, -0.0143, 27.6819, -0.0045, 0.0027, 0.0048
Si, 8.2055, -0.0243, 27.7496, -0.0016, 0.0003, -0.0043
Si, -0.0287, 2.7371, 27.7609, 0.0002, 0.0049, -0.0029
Si, 5.4639, 2.7245, 27.7011, -0.0022, 0.0014, 0.0042
Si, 2.7085, 5.4815, 27.7674, -0.0001, 0.0014, -0.0045
Si, 8.1779, 5.4741, 27.6752, 0.0036, -0.0024, 0.0047
Si, -0.0149, 8.2042, 27.683, 0.0009, -0.0017, 0.0034
Si, 5.4586, 8.1986, 27.7023, -0.0005, -0.004, -0.0012
Si, 4.1018, 1.3673, 29.0817, -0.0304, -0.0916, -0.16
Si, 9.5708, 1.3673, 29.0817, -0.0933, -0.1171, 0.3519
Si, 1.3673, 4.1018, 29.0817, -0.1649, 0.007, 0.3647
Si, 6.8362, 4.1018, 29.0817, -0.0292, 0.0135, -0.1821
Si, 4.1018, 6.8362, 29.0817, 0.0178, 0.1413, 0.1811
Si, 9.5708, 6.8362, 29.0817, -0.0762, -0.0283, -0.2674
Si, 1.3673, 9.5708, 29.0817, -0.0164, -0.0527, -0.2382
Si, 6.8362, 9.5708, 29.0817, -0.1009, -0.1856, 0.1521
Si, 0, 0, 30.449, -0.0358, 0.0362, -0.0071
Si, 5.469, 0, 30.449, -0.0313, -0.0532, -0.0137
Si, 2.7345, 2.7345, 30.449, -0.0663, -0.0184, -0.0257
Si, 8.2035, 2.7345, 30.449, 0.0141, -0.0665, -0.0027
Si, 0, 5.469, 30.449, -0.0021, -0.0801, -0.004
Si, 5.469, 5.469, 30.449, -0.0316, 0.0055, -0.0164
Si, 2.7345, 8.2035, 30.449, 0.0323, -0.041, -0.0026
Si, 8.2035, 8.2035, 30.449, -0.0675, -0.029, -0.0161
Si, 1.3673, 1.3673, 31.8162, 0.0327, -0.009, -0.0077
Si, 6.8362, 1.3673, 31.8162, -0.0115, 0.0419, -0.025
Si, 4.1018, 4.1018, 31.8162, -0.0008, -0.0171, -0.0178
Si, 9.5708, 4.1018, 31.8162, 0.0054, 0.0569, -0.0225
Si, 1.3673, 6.8362, 31.8162, -0.0417, 0.0132, -0.0274
Si, 6.8362, 6.8362, 31.8162, 0.0445, -0.005, -0.0032
Si, 4.1018, 9.5708, 31.8162, -0.0237, 0.0284, -0.0189
Si, 9.5708, 9.5708, 31.8162, 0.0209, -0.0249, -0.0157
Si, 2.7345, 0, 0.6835, 0.0082, -0.0133, 0.0277
Si, 8.2035, 0, 0.6835, 0.0109, 0.0197, 0.022
Si, 0, 2.7345, 0.6835, -0.0431, -0.0018, 0.002
Si, 5.469, 2.7345, 0.6835, 0.011, -0.0307, 0.0222
Si, 2.7345, 5.469, 0.6835, -0.0023, 0.0271, 0.0205
Si, 8.2035, 5.469, 0.6835, 0.0058, -0.0579, 0.0293
Si, 0, 8.2035, 0.6835, 0.0347, -0.033, 0.0212
Si, 5.469, 8.2035, 0.6835, -0.0547, 0.0127, 0.0001
Si, 4.1018, 1.3673, 2.0507, -0.0108, 0.0906, 0.0024
Si, 9.5708, 1.3673, 2.0507, 0.0871, 0.0416, -0.0025
Si, 1.3673, 4.1018, 2.0507, -0.0009, -0.0189, 0.0288
Si, 6.8362, 4.1018, 2.0507, 0.0216, 0.0564, 0.0091
Si, 4.1018, 6.8362, 2.0507, 0.0705, 0.0105, -0.0063
Si, 9.5708, 6.8362, 2.0507, 0.0255, 0.0745, 0.0074
Si, 1.3673, 9.5708, 2.0507, -0.0103, 0.0455, 0.0139
Si, 6.8362, 9.5708, 2.0507, 0.0136, -0.0521, 0.0104
Si, 0, 0, 3.418, 0.0331, 0.1149, -0.324
Si, 5.469, 0, 3.418, -0.0224, 0.0104, 0.4107
Si, 2.7345, 2.7345, 3.418, 0.2178, -0.1293, -0.1241
Si, 8.2035, 2.7345, 3.418, -0.0408, -0.1067, -0.0269
Si, 0, 5.469, 3.418, 0.0089, 0.0241, 0.1286
Si, 5.469, 5.469, 3.418, 0.0778, 0.2758, -0.3813
Si, 2.7345, 8.2035, 3.418, 0.226, 0.1524, 0.0603
Si, 8.2035, 8.2035, 3.418, -0.0286, -0.0153, -0.1544
Si, 1.4155, 1.3222, 4.7625, 0.0027, 0.0003, 0.0064
Si, 6.8537, 1.3771, 4.8215, 0.0026, -0.0002, 0.0018
Si, 4.1351, 4.1193, 4.743, 0.0036, -0.0073, 0.0069
Si, 9.5599, 4.0947, 4.7804, 0.0013, -0.0027, -0.0013
Si, 1.3899, 6.8526, 4.7768, 0.0047, -0.0018, 0.0006
Si, 6.833, 6.8466, 4.7786, -0.0006, 0.0023, 0.0001
Si, 4.1173, 9.5612, 4.8485, -0.0001, 0.0032, 0.0016
Si, 9.5452, 9.6161, 4.7459, -0.0001, 0.0036, 0.0039
Si, 2.7602, -0.0041, 6.2469, -0.0139, -0.0053, -0.008
Si, 8.2692, 0.059, 6.2107, 0.0006, -0.0129, -0.0033
Si, 0.0706, 2.7508, 6.0592, 0.0093, -0.0011, -0.0025
Si, 5.5607, 2.8514, 6.1527, -0.0046, 0.0128, -0.0071
Si, 2.8548, 5.5495, 6.1044, -0.0026, -0.0103, -0.0042
Si, 8.1898, 5.4662, 6.1408, -0.0008, 0.007, -0.0077
Si, 0.0218, 8.2854, 6.0565, -0.0071, 0.0063, -0.0002
Si, 5.576, 8.2617, 6.2298, 0.0087, -0.0017, 0.0023
Si, 3.8913, 1.7771, 7.3453, 0.0028, 0.0093, 0.0185
Si, 9.9426, 1.1934, 7.451, 0.0026, -0.0023, 0.0382
Si, 1.6349, 3.978, 7.3052, -0.0048, 0.0005, 0.0041
Si, 6.7084, 4.3641, 7.6472, -0.0029, -0.0157, 0.0201
Si, 4.4666, 6.619, 7.4919, 0.008, -0.0045, 0.0129
Si, 9.3762, 7.1119, 7.2794, -0.0029, 0.0052, 0.028
Si, 1.1016, 9.7618, 7.5449, -0.0119, 0.0057, 0.0072
Si, 7.212, 9.3958, 7.5906, 0.0062, 0.0006, 0.0043
O, 1.3157, 4.0682, 24.5616, 0.0018, -0.0024, 0.0016
O, 6.8061, 9.5485, 24.4549, 0.0009, 0.0017, 0.0003
O, 2.6824, 2.8084, 7.7742, 0.0048, -0.0001, -0.0014
O, 8.2904, 8.1901, 7.8896, 0.0068, -0.0089, 0.0003
O, 5.5407, 5.4795, 8.0833, -0.0135, 0.0082, -0.0041
O, 0.0312, 0.0064, 8.0176, 0.0019, 0.0031, -0.0044
O, 4.0416, 6.7732, 24.489, -0.0009, -0.0054, 0.0016
O, 9.5331, 1.3308, 24.5185, 0.002, -0.0038, -0.0007
O, 1.5455, 8.8632, 8.8955, -0.0077, 0.0071, -0.0094
O, 1.0935, 4.6417, 8.7007, 0.0003, -0.0021, -0.0031
O, 9.3889, 2.011, 8.7564, 0.0063, -0.0043, -0.0202
O, 6.8879, 10.0001, 9.0988, 0.0015, -0.0056, -0.015
O, 4.6041, 1.5028, 8.8095, -0.0026, -0.001, -0.01
O, 3.7412, 7.3532, 8.7803, 0.0088, -0.006, -0.0066
O, 7.4333, 3.75, 9.0301, -0.0088, 0.0102, -0.0105
O, 10.074, 6.4801, 8.6022, -0.011, 0.0114, -0.0226
O, 3.1127, 2.2844, 23.7923, -0.0055, -0.0021, 0.014
O, 5.1318, 0.5278, 23.6205, 0.0059, -0.0068, 0.0062
O, 7.5579, 2.9003, 23.682, 0.0051, -0.0018, 0.0041
O, 10.3798, 5.7767, 23.7508, 0.0011, -0.0073, 0.0123
O, 8.5668, 7.7137, 23.619, -0.006, 0.0051, 0.0066
O, 2.2066, 8.5042, 23.6528, 0.0054, -0.0035, 0.0062
O, 5.5737, 4.7424, 23.6803, -0.0007, 0.0044, 0.009
O, 0.4102, 10.4894, 23.7378, -0.0006, 0.0073, 0.0147
Si, 3.0465, 8.6165, 9.5287, -0.0003, -0.0072, 0.0025
Si, 7.2546, 4.6761, 14.1755, -0.0008, -0.0001, 0.0005
Si, 1.1634, -1.2525, 13.3179, 0.001, 0.0023, 0.0031
Si, 3.8084, 1.1416, 22.8771, -0.0053, 0.0083, 0.0072
Si, 6.2008, 0.3759, 15.7986, -0.0004, 0.0016, -0.0002
Si, 1.9688, 1.8509, 16.8914, 0.0052, -0.0014, -0.0016
Si, 1.5956, 9.7939, 22.8677, -0.0069, -0.0002, 0.0046
Si, 3.9911, 10.3869, 13.9985, -0.0006, -0.001, 0.0029
Si, 0.4732, 7.1098, 12.0184, 0.0001, 0.0056, 0.002
Si, -2.021, 7.2712, 13.6967, -0.0053, 0.0008, 0.0046
Si, 5.7816, 0.0347, 18.8769, 0.0017, -0.0029, -0.0026
Si, 4.6282, 6.0529, 14.3634, 0.0007, -0.0017, 0.0036
Si, 11.5867, 10.0796, 20.0674, -0.0015, 0, -0.0034
Si, 6.4345, -1.0119, 10.6635, -0.0013, -0.0013, -0.0069
Si, 4.081, 11.4671, 9.9867, 0.0017, 0.0063, 0.0004
Si, -1.1984, 8.5443, 18.3005, -0.0031, -0.0012, -0.0028
Si, 0.0175, -2.8636, 15.5924, 0.0003, -0.0011, 0.0004
Si, 0.8146, 3.0168, 14.1461, -0.0027, 0.0005, 0.0026
Si, 1.6675, 5.8579, 14.5552, 0.0026, -0.0006, 0.0025
Si, 6.8257, 4.0969, 22.8495, 0.002, 0.0041, 0.0067
Si, 6.8958, 3.2782, 16.6412, -0.0008, -0.0013, -0.0012
Si, 8.7938, 3.1384, 9.763, 0.0032, -0.011, -0.0083
Si, 4.647, 8.206, 12.0462, -0.0015, -0.0018, -0.004
Si, 4.4051, -3.73, 17.2278, -0.0007, -0.0017, 0
Si, 2.372, 1.3051, 12.3977, -0.0017, -0.0035, -0.0046
Si, -6.81, 4.1269, 17.9149, -0.0003, 0.0051, -0.0048
Si, -2.9643, -0.5903, 13.331, 0.0034, 0.0028, 0.0137
Si, 6.9291, 8.3217, 18.9103, -0.0008, -0.0006, -0.0013
Si, 5.2389, 2.6405, 20.4936, 0.0009, 0.0009, -0.0064
Si, 8.911, 6.4179, 19.9826, -0.0028, 0.0003, -0.0046
Si, 11.401, 2.145, 19.6164, -0.0061, -0.0008, -0.0057
Si, 10.8868, 5.4403, 9.5133, 0, -0.0011, -0.0109
Si, -1.8349, 3.6979, 18.6368, -0.0017, 0.0016, -0.0043
Si, -1.8151, -4.5859, 22.9017, 0.007, 0.001, 0.0053
Si, 2.9823, 10.0179, 17.9346, 0.0019, -0.0017, -0.0047
Si, 8.8877, 2.34, 12.8078, -0.0035, 0.001, 0.0034
O, 4.9186, 7.0229, 15.6622, 0.0002, -0.0018, -0.0009
O, 2.5166, 0.2837, 16.8927, -0.0001, -0.0016, 0.0025
O, 7.727, 4.355, 15.715, 0, -0.0008, -0.0004
O, 0.7596, 8.7233, 12.0527, -0.0006, -0.003, 0.0024
O, 2.6197, -1.4432, 14.0559, -0.0009, -0.0015, 0.0019
O, 3.4212, 8.5475, 17.2972, -0.0018, 0.0032, 0.0034
O, -1.0858, 2.6395, 19.6147, 0.0008, -0.0034, 0.0047
O, 5.3301, 11.111, 10.9463, -0.0036, -0.0001, 0.0058
O, 1.5163, 6.4521, 13.0609, 0.0006, -0.0009, -0.0001
O, 0.7192, 6.3516, 10.6164, 0.0031, -0.0006, 0.0015
O, 6.4528, -1.2355, 19.6571, 0.0007, 0, 0.0025
O, 7.5158, 7.2888, 20.0273, 0.0034, -0.0028, 0.0033
O, -7.2686, 0.8748, 13.2837, 0.0009, 0.0027, 0.0032
O, -2.4133, 4.8901, 19.5996, 0.0014, -0.0016, 0.0025
O, 8.1637, 8.7066, 17.8875, 0.0026, -0.0007, 0.0024
O, 7.737, 6.1605, 13.7017, -0.0007, -0.0014, 0.0023
O, 4.186, -0.24, 18.7969, 0.0004, 0.0009, 0.0035
O, 12.2878, 3.2993, 20.3453, 0.0092, 0.0074, 0.0107
O, 2.7862, -0.0747, 22.5751, 0.0005, 0.0025, -0.0023
O, -5.986, 9.426, 13.1039, 0.0025, 0.0008, 0.0008
O, 6.2786, 3.5025, 21.4237, 0.0006, 0.0014, 0.0043
O, 4.4028, 3.6418, 19.4801, 0.0017, -0.0027, 0.0067
O, 3.1965, 5.3652, 14.6924, -0.0005, -0.0006, 0.0022
O, 0.5981, 0.7297, 20.418, 0.0017, -0.0057, 0.0065
O, 0.97, -1.6505, 21.4568, 0.0031, 0.0018, 0.0073
O, 7.5564, 10.3039, 11.754, -0.01, 0.0001, -0.0157
O, 5.867, 8.3969, 10.9601, 0.0034, 0.0004, 0.0041
O, 5.6321, 4.7879, 14.1655, 0, 0.0005, 0.0036
O, 1.7888, 9.6952, 18.9796, -0.0016, -0.0007, 0.0045
O, 0.7478, 4.5396, 14.729, 0.0004, 0.0011, 0.0021
O, -0.2279, -2.1754, 17.0241, 0.0005, 0.0002, 0.0041
O, 3.7337, 10.0646, 9.2092, 0.003, 0.0013, 0
O, -2.4415, 8.8191, 13.5267, 0.0045, -0.0062, 0.0028
O, 5.5382, 14.9367, 17.1294, 0.0005, -0.0021, 0.0028
O, 9.8676, 6.8392, 12.4481, 0.0026, -0.0028, -0.0046
O, 1.2738, 2.0699, 15.4102, -0.0007, -0.0006, -0.0005
O, 7.1011, -0.4007, 14.6998, 0.0014, -0.0008, -0.0013
O, 0.8509, 1.8837, 18.0551, -0.0029, -0.0002, 0.006
O, 1.1267, 11.2013, 12.7085, 0.0006, 0.0008, 0.0034
O, -1.01, 7.0196, 18.8518, 0.0011, -0.0002, 0.0035
O, 7.9138, 5.2847, 22.6938, -0.0039, -0.0036, -0.0018
O, 0.1467, -1.6135, 14.5394, -0.0005, 0.0009, 0.0003
O, 6.4275, 0.0102, 17.3683, -0.0012, -0.001, 0.0065
O, -5.2198, 7.5842, 18.1179, 0.0018, 0.0004, 0.0038
O, 4.6958, -0.1414, 15.4029, -0.0034, -0.0015, -0.0007
O, 1.8782, 2.7796, 12.8938, 0.0017, 0.0005, 0.0043
O, 4.1567, 1.8862, 21.4655, -0.0017, -0.0056, 0.0096
O, 10.1435, -1.3154, 19.4531, 0.0027, 0.001, 0.0037
O, 9.6716, 6.6315, 21.4037, -0.0025, -0.0027, 0.0075
O, -0.642, 2.827, 13.4567, 0.0015, -0.001, 0.0032
O, 2.8316, 1.193, 10.8251, 0.0032, -0.001, 0.004
O, 7.7389, 3.4144, 13.2806, 0.0022, -0.0021, 0.0042
O, -4.9252, 1.4599, 19.6466, 0.0003, 0.0022, 0.0038
O, 1.2941, 7.0438, 15.6246, 0.0029, 0.0004, 0.0036
O, 3.7639, -5.1817, 17.7834, 0.001, -0.003, 0.0017
O, -3.0911, 2.931, 17.9084, 0.0002, 0.0002, 0.0037
O, 4.6313, -4.0878, 12.9298, 0.0004, -0.0002, 0.0017
O, 8.8453, 0.7953, 13.345, 0.0024, 0.0065, 0.0044
O, 6.487, 1.9832, 15.723, 0.0013, 0.0038, 0.0018
O, 3.2603, 8.3375, 11.1467, -0.0046, 0.0002, -0.0015
O, 9.8311, 4.3547, 10.1051, 0.0003, -0.0011, 0.0069
O, 8.6527, 2.3583, 11.1877, 0.0014, 0.0037, -0.0082
O, 3.0645, 3.0621, 17.2206, 0.0012, 0.0002, 0.0035
O, -1.2508, -3.7951, 15.1358, 0.0009, -0.0007, 0.0045
H, 13.1762, 3.071, 20.6623, -0.0036, -0.0016, -0.002
O, -0.77, 4.2567, 17.5324, -0.0003, 0.0021, 0.0006
H, -1.1353, 4.7202, 16.7613, 0.0011, -0.0008, 0.0023

Results
free energy: -134562.607 eV
free energy less fixed offsets of H -15.97, O -568.88, Si -635.61 eV per atom: 0.173 eV

The program warned: the cutoff lies below the one the program advises for these potential files; the forces do not sum to zero within the program's tolerance; the exchange-correlation potential is rough where the density is thin.
